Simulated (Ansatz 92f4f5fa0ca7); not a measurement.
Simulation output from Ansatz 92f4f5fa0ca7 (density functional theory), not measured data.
Periodic cell of 186 atoms, Si104O82, from a study of silicon, its oxide and their interface. The atomic structure is a simulated model.

Settings: functional PBE; potential files Ansatz PAW; basis plane waves; wave-function cutoff 700 eV; density cutoff ratio 5; exchange-correlation grid ratio 2; k mesh 2 x 2 x 1, shifted by 0.5 0.5 0.5 of a step; self-consistency stop 5e-08 eV per atom in the density residual; occupations Fermi-Dirac, 0.05 eV; spin none; net charge 0.

Cell vectors (angstrom)
a	11.5983	0	0
b	0	11.5983	0
c	-2.2453	1.947	23.904

Atoms and the computed forces on them: element, x, y, z (angstrom), force x, y, z (eV/angstrom)
Si	-0.9696	-0.5142	0.8593	0.0867	0.0445	-0.3917
Si	-1.0426	2.5701	0.3189	-0.0626	-0.2515	-0.4041
Si	-1.0435	8.0536	0.3169	-0.1396	0.2743	-0.3224
Si	2.9087	-0.5187	0.6368	-0.1381	-0.3301	-0.0486
Si	3.0047	3.5961	-0.0506	-0.1521	0.061	-0.1952
Si	3.1369	7.8736	0.4495	0.0596	0.1315	0.0284
Si	6.8761	-0.3583	0.7496	-0.0804	-0.0251	-0.5054
Si	6.9094	2.7518	0.1145	0.027	-0.0465	-0.0555
Si	6.978	8.1199	0.5287	-0.0873	0.2535	-0.3482
Si	1.0251	-0.3326	2.0174	0.0351	-0.0279	-0.2914
Si	1.0352	3.3314	1.4571	-0.0941	-0.0191	-0.2241
Si	0.995	7.3759	1.4852	0.0733	0.1137	-0.1909
Si	4.8794	-0.2464	1.9273	-0.1383	-0.134	-0.2622
Si	4.9633	3.5817	1.414	0.0343	-0.222	-0.1073
Si	5.0301	7.5227	1.7843	0.1268	0.1115	-0.2389
Si	8.7248	-0.3908	2.1419	0.1165	-0.1221	-0.1635
Si	8.7178	3.3417	1.5996	0.0353	-0.0514	-0.0132
Si	8.827	7.623	1.8731	-0.0223	-0.0421	-0.0404
Si	1.0525	1.6502	3.1742	-0.046	0.0145	0.146
Si	0.994	5.3788	2.8052	0.1076	-0.0192	-0.0838
Si	1.032	9.2237	3.1478	0.245	-0.0541	0.0855
Si	4.863	1.7581	3.0862	-0.0266	0.2412	0.1033
Si	5.0211	5.4651	2.9319	-0.0371	0.0333	-0.0262
Si	4.9201	9.3744	3.2431	-0.1226	-0.0734	0.2331
Si	8.7556	1.6314	3.24	-0.0072	0.1622	0.3141
Si	8.7918	5.452	2.8943	-0.0378	-0.1641	-0.1937
Si	8.7829	9.3173	3.4346	-0.036	0.0004	0.3868
Si	-0.8765	1.6009	4.5629	-0.0367	0.1125	-0.0537
Si	-0.8744	5.4542	4.2758	0.0401	0.0134	0.0333
Si	-0.812	9.3271	4.6344	-0.0083	0.0445	-0.0686
Si	2.9765	1.6289	4.5221	-0.0147	-0.0428	0.0498
Si	2.978	5.4707	4.2357	-0.0569	-0.0334	-0.0216
Si	2.953	9.2991	4.5674	-0.099	-0.0604	-0.1643
Si	6.7827	1.6367	4.5306	0.1704	0.056	-0.0692
Si	6.9113	5.4509	4.3551	-0.0539	0.0178	0.0412
Si	6.8075	9.3614	4.6644	0.0272	-0.0622	-0.0931
Si	-0.9026	-0.3302	5.9826	0.133	-0.0558	0.3338
Si	-0.8695	3.6169	5.7465	-0.146	-0.0015	0.021
Si	-0.8059	7.3115	5.8094	-0.0636	-0.108	0.0555
Si	3.0165	-0.3416	5.9219	-0.1106	0.077	0.1299
Si	2.9357	3.6253	5.7443	0.1455	0.0024	-0.0633
Si	2.9475	7.31	5.8205	0.1213	0.0481	0.0739
Si	6.8029	-0.284	5.9682	0.1334	-0.0014	0.2077
Si	6.8601	3.5887	5.8172	-0.029	-0.0201	0.0121
Si	6.9351	7.3415	5.8215	-0.1709	0.0713	0.1078
Si	1.0856	-0.3358	7.3098	-0.0156	-0.1203	-0.2627
Si	1.0175	3.7076	7.1273	-0.0025	-0.073	-0.0568
Si	1.0261	7.2376	7.3113	0.055	0.1283	0.1612
Si	4.9333	-0.3246	7.4069	-0.1018	-0.0809	0.179
Si	4.8629	3.508	7.0886	-0.0258	-0.1744	-0.0735
Si	4.9607	7.3928	7.0936	-0.0046	0.0531	-0.1831
Si	8.7061	-0.3298	7.4148	-0.0178	0.0124	-0.29
Si	8.8364	3.658	7.1335	0.0643	-0.0693	-0.1758
Si	8.8971	7.4042	7.2004	-0.0135	0.1831	-0.1119
Si	0.9549	1.7767	8.3787	-0.0508	0.008	0.2026
Si	1.0186	5.3286	8.837	0.0408	0.084	0.2747
Si	1.114	9.2345	8.6568	0.0501	0.0476	0.1728
Si	4.8303	1.7275	8.7033	-0.0048	0.1007	0.1269
Si	4.9412	5.4451	8.3022	-0.1419	-0.0436	0.3522
Si	5.0525	9.1728	8.6836	-0.0281	-0.0623	0.0547
Si	8.7117	1.8012	8.528	0.0321	0.0484	0.4739
Si	8.9077	5.5272	8.5519	-0.068	-0.1538	0.2037
Si	8.8296	9.2095	8.7674	0.1371	0.0113	0.3255
Si	-0.9108	1.4416	9.7926	-0.096	0.0878	-0.4714
Si	-1.0185	5.4311	10.2568	0.0632	0.2754	0.0043
Si	-0.7431	9.8899	10.0737	-0.2108	0.0376	-0.0849
Si	2.6723	1.6563	9.8848	0.0201	-0.0847	-0.0322
Si	3.2026	5.5495	9.8495	0.1324	0.2655	0.0227
Si	3.0739	8.6579	9.8745	-0.0544	-0.3417	-0.0784
Si	6.8697	2.3111	9.9277	0.1405	0.3205	-0.0933
Si	6.8498	5.4097	9.6141	0.0035	-0.001	0.2782
Si	6.9472	8.4958	10.1027	-0.0959	-0.1669	0.2652
Si	5.7052	0.9458	11.9954	0.0359	-0.1017	0.2745
Si	3.0117	4.5174	14.8684	-0.0839	0.1715	0.247
Si	3.3474	7.9507	19.6048	-0.0903	0.0729	-0.2488
Si	11.3657	12.0118	15.6383	0.0305	-0.0106	0.2142
Si	-0.8068	5.065	17.1235	0.0422	0.1351	0.1026
Si	3.3419	10.948	11.5149	-0.1301	-0.03	0.3068
Si	-1.226	2.9837	12.3288	0.1326	0.003	0.228
Si	7.8656	8.8374	13.0269	0.1178	-0.1456	0.3071
Si	-0.4204	9.5889	19.8656	0.0935	0.0341	-0.2196
Si	0.8173	7.2089	18.5951	0.0927	0.1035	-0.153
Si	-0.9863	9.9307	13.2954	-0.0923	-0.1445	0.3398
Si	7.1993	11.8165	16.5498	0.0468	-0.0294	0.2533
Si	5.873	4.4216	18.7096	-0.036	-0.032	-0.1366
Si	2.7041	13.3196	16.1619	-0.0627	-0.026	0.1769
Si	5.3813	6.1446	21.1806	-0.0368	0.1219	-0.2965
Si	4.2704	11.4523	14.2089	-0.0513	-0.1551	0.5587
Si	10.4977	14.6147	19.5489	-0.125	-0.0871	-0.3483
Si	-1.2909	7.1073	12.8459	-0.0706	-0.1379	0.4007
Si	3.6998	3.3866	12.0103	-0.0886	0.3332	0.0406
Si	11.7257	4.7314	14.3051	0.0283	0.1286	0.2738
Si	8.8839	2.1398	14.8468	0.0523	0.0411	0.3539
Si	-2.2971	4.6574	21.6077	-0.0284	-0.009	-0.446
Si	6.3163	8.9329	22.1068	-0.0982	0.1913	-0.0584
Si	5.3342	6.1792	16.2905	0.0085	0.0647	-0.0078
Si	4.8392	13.0663	18.2302	-0.051	-0.0782	0.0257
Si	5.8474	9.1866	15.4388	-0.0949	-0.0089	0.1466
Si	1.9894	9.9545	21.3307	-0.094	-0.0542	-0.3263
Si	11.1938	6.9823	21.2897	0.0956	0.0318	-0.3104
Si	4.6495	10.5412	20.1641	-0.0663	-0.1086	-0.2744
Si	7.9266	4.7135	16.5596	0.0431	0.0808	-0.008
Si	0.2579	14.8389	22.1784	-0.0313	-0.2143	-0.2841
Si	9.8422	11.7127	18.2672	-0.029	-0.0542	0.0849
O	2.8106	-2.1354	0.537	0.0911	-0.1475	-0.1306
O	-3.5352	4.988	22.6118	0.0677	-0.0303	0.3652
O	-1.186	3.9122	22.5614	0.0442	-0.0773	0.2255
O	-0.9509	9.6931	-0.0954	0.0137	-0.2043	0.4187
O	10.2007	13.128	18.9818	0.0497	0.1628	0.0801
O	12.8621	12.6116	15.8838	-0.0133	0.0391	-0.0361
O	3.2972	13.0185	17.6589	0.0563	0.0167	-0.0029
O	9.1672	15.233	20.3188	0.088	0.157	0.31
O	4.9842	11.9164	19.3749	-0.0163	-0.0498	0.0902
O	3.0971	11.3042	13.0875	-0.0164	0.0076	-0.2984
O	10.8862	15.585	18.3175	-0.0125	-0.0938	0.1605
O	11.875	6.7557	22.7696	0.1619	-0.25	0.4381
O	6.0007	10.0694	20.956	0.0867	-0.1413	0.2197
O	3.3497	10.8414	21.139	0.031	0.014	0.1793
O	6.366	7.4139	21.5105	0.0435	-0.0615	0.0567
O	4.1592	6.7332	20.2762	0.0874	-0.1212	0.1557
O	6.9283	1.0764	-0.1742	-0.0659	0.2341	0.3057
O	7.8335	0.9303	15.209	0.0321	0.0267	-0.1454
O	-0.8724	6.7728	11.2823	0.001	-0.3095	-0.354
O	8.3149	11.7851	17.7342	-0.015	0.0207	-0.0699
O	10.6644	5.8374	13.783	-0.0564	0.0804	-0.1168
O	5.38	7.8286	16.2489	0.0277	-0.0243	-0.0122
O	-2.9	7.4213	12.902	0.0755	0.0267	-0.1133
O	2.3586	11.7117	10.4685	0.1197	0.0857	0.0351
O	3.8242	4.7804	11.1836	-0.0847	-0.1206	-0.0705
O	-0.8895	11.426	9.5039	0.0084	-0.2965	0.4177
O	-0.8032	1.6906	11.429	-0.0188	0.0222	-0.1632
O	10.3543	13.245	15.3472	-0.0863	0.0608	-0.129
O	8.3664	3.457	15.6423	0.0275	-0.1097	-0.1321
O	11.3162	10.9293	14.3939	-0.0692	-0.0743	-0.2643
O	3.1078	9.3637	11.3676	0.0777	0.224	-0.0142
O	-0.633	10.1959	11.7231	0.0861	-0.2026	-0.6683
O	7.148	9.2095	11.6071	-0.1214	-0.0579	-0.4203
O	4.1149	5.6117	15.3599	-0.0233	-0.078	-0.0316
O	6.8021	5.6217	15.7884	-0.0369	-0.024	0.0335
O	-2.6297	9.9815	13.4748	0.0375	0.0694	-0.1414
O	-0.5014	8.3734	13.5315	-0.0214	0.0796	-0.2195
O	1.6473	5.3115	14.4305	-0.0339	-0.0824	-0.0937
O	4.9962	2.4145	11.9871	0.0423	-0.0823	-0.0075
O	3.5301	3.7279	13.5682	0.0505	-0.1677	-0.2508
O	6.7773	6.8507	10.4981	0.1248	0.3211	-0.3395
O	6.8561	3.9351	10.4468	0.0984	-0.3608	-0.3681
O	0.7709	10.5778	20.4211	0.0321	-0.0144	0.1018
O	10.8785	11.3418	17.0515	-0.0211	-0.0226	-0.0602
O	2.3055	8.466	20.7475	0.0172	-0.0341	0.1534
O	-1.5162	4.1727	11.2329	0.0479	0.2323	-0.1352
O	5.0883	5.559	17.7953	0.0632	-0.0587	0.0312
O	-2.3398	5.6028	16.9088	-0.0532	-0.0526	0.0021
O	5.6923	0.3157	13.5105	0.0814	0.1598	-0.3152
O	0.1948	6.3205	17.3895	-0.0642	-0.0461	0.0311
O	7.7518	9.2346	22.8362	0.2253	0.1325	0.2224
O	7.3048	4.155	17.9638	-0.0692	0.0239	0.068
O	3.7871	12.659	15.1595	0.1442	-0.117	-0.2412
O	0.5519	6.4831	20.043	-0.1309	-0.0191	0.2356
O	0.0929	8.6793	18.5959	-0.0199	0.0222	0.099
O	4.5082	10.0229	14.9745	0.0054	0.1425	-0.1262
O	7.1158	1.2557	11.2408	-0.1421	0.197	-0.1454
O	7.0733	3.5188	-1.3491	-0.0904	-0.2362	0.2727
O	-1.7675	6.1129	21.1126	-0.035	-0.1386	0.1058
O	6.7432	10.2575	16.3055	0.0025	-0.0051	-0.0763
O	4.8658	-0.1615	11.1103	-0.0324	0.0122	-0.0129
O	6.718	8.6843	14.1631	0.0848	0.0519	-0.1848
O	3.0407	7.094	10.4	-0.0285	0.1622	-0.3539
O	2.6698	3.3525	15.9787	0.0342	0.0335	-0.1119
O	6.0959	5.0267	20.2116	0.0117	0.0299	0.1521
O	11.2718	4.2834	15.7927	0.0437	-0.053	-0.197
O	2.4847	2.5826	11.2695	0.0068	-0.1355	-0.2504
O	-1.1242	0.9106	0.0178	0.0774	0.4282	0.2289
O	5.9369	12.7175	17.0665	0.0332	0.0119	-0.0576
O	3.5513	2.3806	-1.0927	0.0357	0.229	0.2102
O	5.1008	14.5756	18.8127	0.0506	0.1032	-0.0058
O	7.2869	7.0862	-0.7524	-0.1356	0.199	0.1206
O	4.2463	9.2632	19.1693	0.0232	0.0797	0.1556
O	0.0294	3.4568	13.2854	-0.0924	-0.1419	-0.1831
O	2.438	7.3833	18.3578	-0.0327	0.0456	0.1707
O	6.9141	9.7358	-0.045	-0.018	-0.237	0.3923
O	3.7232	7.7083	-1.0791	-0.0855	-0.0205	0.2755
O	0.5432	13.4328	22.9309	0.0146	0.2776	0.2101
O	10.771	8.5518	21.0724	-0.0229	-0.0413	0.1338
O	-2.5187	2.5812	13.274	0.0598	0.0118	-0.2256
O	9.942	10.5222	19.3836	0.0178	-0.0291	-0.0147
O	11.7993	14.5878	20.5611	0.0567	0.0417	0.3024

Results
free energy: -112759.998 eV
free energy less fixed offsets of O -569.03, Si -635.61 eV per atom: 3.902 eV
pressure: -0.47 GPa
stress xx, yy, zz, yz, xz, xy (GPa, positive in tension): -0.36, 1.14, 0.62, -0.03, 0.22, 0.12

The program warned: the cutoff lies below the one the program advises for these potential files.
